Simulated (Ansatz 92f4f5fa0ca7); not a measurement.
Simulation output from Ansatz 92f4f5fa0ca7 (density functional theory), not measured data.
Periodic cell of 224 atoms, Si133O90H1, from a study of silicon, its oxide and their interface. The atomic structure is a simulated model.
Doubt: the cutoff is far below the 930 eV that the study's wrapper takes by default for these files, so forces and energies are approximate.
This geometry differs little from another in the collection (a relaxation step or a small displacement).

Settings: functional PBE; potential files Ansatz PAW; basis plane waves; wave-function cutoff 580 eV; density cutoff ratio 5; exchange-correlation grid ratio 1; k mesh 1 x 1 x 1, Gamma-centred; self-consistency stop 5e-08 eV per atom in the density residual; occupations fixed; spin none; net charge +1 e, with a uniform compensating background and no finite-size correction.

Cell vectors (angstrom)
a  10.938  0  0
b  0  10.938  0
c  0  0  32.4929

Atoms and the computed forces on them: element, x, y, z (angstrom), force x, y, z (eV/angstrom)
Si  0.2801  -0.1747  25.0379  0.0036  0.0063  0.0221
Si  5.1932  0.4748  25.0406  0.0168  -0.0024  0.0164
Si  2.8788  2.6537  25.1185  -0.0248  0.0152  0.0254
Si  7.9269  2.9928  25.0221  0.0042  -0.0049  -0.0045
Si  -0.2198  5.7678  25.0159  0.0054  -0.0036  -0.0078
Si  5.7198  5.2573  25.0318  0.0012  0.0066  0.0108
Si  2.5065  8.5127  24.985  0.0067  0.0057  0.01
Si  8.4678  8.0057  24.9319  -0.0069  0.0113  0.0162
Si  1.3672  1.3999  26.4044  0.0067  -0.0095  -0.0064
Si  6.8122  1.4602  26.4145  -0.0042  0.0029  -0.0087
Si  4.115  4.1782  26.3936  0.0014  -0.0099  -0.0121
Si  9.5602  4.1473  26.2981  -0.0007  -0.0043  -0.0141
Si  1.3619  6.9209  26.3361  -0.0048  0.0056  -0.0118
Si  6.877  6.8739  26.2967  -0.0005  -0.0037  -0.0123
Si  4.1275  9.6508  26.2646  -0.0107  -0.0072  -0.008
Si  9.5781  9.602  26.2941  0.0021  -0.0081  -0.014
Si  2.7502  0.0047  27.7228  0.0061  0.0185  -0.0022
Si  8.1928  0.0118  27.6831  0.0064  -0.0005  0.0112
Si  -0.0398  2.7635  27.6977  0.0043  -0.0027  0.0075
Si  5.4315  2.7792  27.7695  0.001  0.0091  0.0049
Si  2.7052  5.5218  27.7043  0.0059  -0.0019  0.0127
Si  8.199  5.4864  27.7077  -0.0021  0.0078  0.0082
Si  -0.0293  8.2363  27.7197  0.0061  0.0068  0.0049
Si  5.4624  8.2274  27.6506  0.0058  0.0002  0.0074
Si  4.1018  1.3673  29.0747  -0.0819  -0.0134  0.354
Si  9.5708  1.3673  29.0747  -0.1246  0.0285  -0.0797
Si  1.3673  4.1018  29.0747  -0.0987  0.0959  -0.1461
Si  6.8362  4.1018  29.0747  0.0656  0.2431  0.2556
Si  4.1018  6.8362  29.0747  0.0514  0.2683  -0.1772
Si  9.5708  6.8362  29.0747  -0.0237  0.0324  0.1047
Si  1.3673  9.5708  29.0747  0.0178  0.0514  0.0873
Si  6.8362  9.5708  29.0747  -0.051  -0.0202  -0.2532
Si  0  0  30.4419  0.086  -0.0003  -0.0286
Si  5.469  0  30.4419  0.0042  0.0069  0
Si  2.7345  2.7345  30.4419  0.0466  -0.063  -0.0087
Si  8.2035  2.7345  30.4419  -0.0161  -0.0054  -0.0101
Si  0  5.469  30.4419  -0.0087  0.0278  0.0019
Si  5.469  5.469  30.4419  0.1006  0.0056  -0.0145
Si  2.7345  8.2035  30.4419  0.0297  0.0177  -0.0141
Si  8.2035  8.2035  30.4419  0.018  -0.0508  -0.0291
Si  1.3673  1.3673  31.8092  -0.0636  0.0289  0.0034
Si  6.8362  1.3673  31.8092  0.0076  0.0298  0.0041
Si  4.1018  4.1018  31.8092  -0.048  0.0283  -0.0368
Si  9.5708  4.1018  31.8092  -0.0051  -0.0286  -0.0263
Si  1.3673  6.8362  31.8092  0.0412  0.0362  -0.0024
Si  6.8362  6.8362  31.8092  -0.0382  0.0404  -0.0104
Si  4.1018  9.5708  31.8092  -0.0312  -0.0033  -0.0388
Si  9.5708  9.5708  31.8092  -0.0276  0.0214  -0.0323
Si  2.7345  0  0.6835  0.0363  -0.0085  0.0179
Si  8.2035  0  0.6835  0.0315  -0.0717  0.0232
Si  0  2.7345  0.6835  -0.0174  0.0294  0.0117
Si  5.469  2.7345  0.6835  0.0189  -0.0295  0.0034
Si  2.7345  5.469  0.6835  0.0663  -0.0353  0.0367
Si  8.2035  5.469  0.6835  -0.0102  0.0525  0.0157
Si  0  8.2035  0.6835  -0.0171  -0.0455  -0.0011
Si  5.469  8.2035  0.6835  0.0026  -0.0116  0.027
Si  4.1018  1.3673  2.0507  -0.0096  0.0152  0.029
Si  9.5708  1.3673  2.0507  0.0553  0.0572  0.0248
Si  1.3673  4.1018  2.0507  -0.1084  -0.0671  -0.0202
Si  6.8362  4.1018  2.0507  -0.0869  -0.0882  0.0156
Si  4.1018  6.8362  2.0507  -0.1061  0.014  -0.0719
Si  9.5708  6.8362  2.0507  -0.0263  0.0831  0.0168
Si  1.3673  9.5708  2.0507  -0.0139  -0.0262  0.0245
Si  6.8362  9.5708  2.0507  -0.0024  -0.0163  -0.0004
Si  0  0  3.418  -0.0454  0.1759  0.1997
Si  5.469  0  3.418  0.3275  0.2093  -0.3383
Si  2.7345  2.7345  3.418  -0.2121  -0.1373  -0.2561
Si  8.2035  2.7345  3.418  0.0798  0.1402  0.2275
Si  0  5.469  3.418  -0.0987  -0.2608  0.1711
Si  5.469  5.469  3.418  -0.1231  -0.1015  0.2194
Si  2.7345  8.2035  3.418  -0.244  -0.529  -0.5548
Si  8.2035  8.2035  3.418  0.2567  0.0014  -0.0974
Si  1.3847  1.3947  4.8281  -0.1134  0.1064  -0.1245
Si  6.8349  1.373  4.7954  -0.0049  0.0038  -0.0421
Si  3.9653  4.1348  4.7868  -0.0085  0.0077  -0.0562
Si  9.595  4.0611  4.8601  0.0154  -0.0161  -0.0157
Si  1.3673  6.8116  4.7797  0.0146  -0.0235  0.0171
Si  6.9213  6.7644  4.766  0.0284  0.0435  -0.0118
Si  4.1596  9.4901  4.6578  0.0627  0.0015  -0.1062
Si  9.5431  9.609  4.7943  -0.0474  -0.058  0.0149
Si  2.7178  -0.2368  5.9589  -0.0853  -0.1248  0.0175
Si  8.1456  0.0269  6.2339  0.0773  0.0231  -0.0293
Si  -0.0286  2.6778  6.3262  -0.0117  0.0112  0.0143
Si  5.3941  2.7482  6.0762  0.0286  0.055  -0.1587
Si  2.5332  5.3846  6.2666  0.0402  -0.0026  -0.0159
Si  8.2424  5.4126  6.2764  -0.0288  0.0174  -0.0019
Si  -0.0134  8.1582  6.0941  -0.0637  0.0181  0.0167
Si  5.4593  8.1277  5.9811  0.0823  -0.0828  0.0503
Si  3.9227  1.2658  7.1068  -0.4539  0.3095  1.017
Si  9.8773  0.953  7.6018  0.0024  -0.0334  0.0162
Si  0.9978  4.2158  7.8332  -0.0022  -0.0456  0.0066
Si  6.5018  4.2993  7.4363  -0.0511  -0.0022  0.1273
Si  4.3152  6.5455  7.2299  -0.0629  0.0353  0.0054
Si  9.2932  7.1953  7.4809  -0.3673  0.3465  0.0801
Si  1.2408  9.626  7.4263  -0.095  0.0012  0.0057
Si  6.8626  9.368  7.3925  0.2564  -0.2263  0.3209
O  9.5948  6.8713  24.519  0.0064  -0.0084  0.0043
O  3.9733  1.515  24.6807  0.0142  0.0027  -0.0309
O  8.0695  8.2787  7.5906  -0.0559  -0.0676  0.0531
O  3.0643  1.4523  8.5142  0.4483  -0.0782  -0.733
O  6.8076  4.1125  24.5176  0.0035  -0.0038  0.0028
O  1.3714  9.6283  24.5029  -0.0003  -0.0133  -0.0122
O  5.4414  5.4968  7.8256  0.0164  -0.0344  -0.0462
O  0.1406  -0.1537  7.7157  0.0177  0.0252  0.0302
O  6.8123  3.4588  8.8256  0.0128  -0.0772  0.074
O  6.2896  9.7472  8.9003  0.1202  -0.0607  -0.3829
O  9.7964  7.3064  9.0672  0.0162  -0.0764  -0.152
O  1.885  9.1822  8.8804  0.016  0.0128  -0.0231
O  5.6161  1.1773  9.6296  -0.1764  -0.1603  -0.0175
O  1.7999  3.6174  9.1294  0.003  0.0015  -0.0753
O  9.6148  1.2215  9.189  -0.0166  0.0288  0.0182
O  3.7892  7.4319  8.4786  0.0032  0.0123  0.0197
O  7.8733  8.5939  23.5164  0.0015  -0.0133  0.014
O  8.4856  2.2172  23.6912  -0.008  0.009  0.0069
O  5.0378  5.9184  23.6972  0.0031  -0.0018  0.0007
O  2.2745  3.2931  23.7324  -0.0026  -0.0011  0.0023
O  10.6155  0.6182  23.736  0.0024  0.0004  -0.0036
O  0.4143  5.1681  23.6283  -0.0083  0.0071  0.0091
O  3.1818  7.8517  23.64  -0.0043  0.005  0.0048
O  5.5103  14.1298  19.2521  0.0036  0.0062  0.0121
Si  11.3927  2.405  20.8722  0.0069  -0.0106  0.0031
Si  7.8335  9.4102  22.1012  -0.0003  0.005  -0.0105
Si  2.2964  5.2151  13.5967  0.0147  -0.0091  -0.0002
Si  12.2597  7.411  16.8903  0.0028  -0.0073  0.0021
Si  -0.0775  -4.6413  9.7574  -0.0527  0.0418  0.0894
Si  10.929  8.9363  14.8185  0.0026  -0.0015  -0.0039
Si  -1.3986  -4.9531  17.7789  0.001  -0.0002  -0.0094
Si  1.6255  4.4661  22.7985  -0.0069  -0.0103  -0.0038
Si  4.6274  10.9681  17.048  -0.018  0.0022  0.0194
Si  6.875  5.8956  16.3532  0.0127  -0.0054  0.0007
Si  5.7946  2.7718  9.9186  0.0486  0.5031  0.1696
Si  2.7871  9.2626  18.7345  0.0109  0.0132  0.0026
Si  7.8365  3.6402  11.7882  0.0929  0.0673  0.0495
Si  9.1225  1.1195  10.7376  0.1  0.0252  0.0529
Si  9.0837  1.6188  15.9611  0.0228  -0.0052  0.0005
Si  2.6172  4.7233  16.6345  -0.0005  0.004  -0.0069
Si  -3.8877  3.4647  14.6678  0.0046  0.0259  0.0116
Si  6.3046  10.7361  10.1939  0.1539  -0.3015  0.2523
Si  16.0294  4.5276  18.4296  0.0024  -0.0008  -0.0018
Si  4.9575  7.2172  19.9017  0.0056  0.0039  -0.0164
Si  -1.5438  1.1883  22.8138  -0.002  0.0069  -0.0059
Si  2.188  2.3972  12.5984  0.016  0.0348  0.0243
Si  5.4497  10.9875  22.0102  -0.0085  0.0003  -0.0179
Si  0.1152  6.9798  12.7737  0.0037  0.0053  0.0249
Si  13.8406  2.5982  9.6974  -0.0219  -0.1858  -0.1433
Si  10.9404  3.2691  17.8536  0.0083  -0.0031  -0.0125
Si  8.083  7.9938  19.4543  -0.0006  -0.0077  -0.0011
Si  -6.3087  1.5185  14.4218  0.0058  0.0083  0.0067
Si  -2.2396  -1.2382  16.7865  -0.0087  0.0025  -0.0171
Si  2.8999  7.9249  12.4225  -0.0098  -0.0268  0.0309
Si  -5.7877  1.6414  19.5379  -0.0099  0.0007  0.0094
Si  -0.3035  0.6957  13.3654  0.0177  -0.0008  0.0269
Si  3.8894  6.644  22.7961  0.001  0.0021  0.0044
Si  2.7567  0.4338  20.7916  -0.0016  -0.001  -0.0017
Si  13.5608  7.8534  9.4923  -0.0158  -0.0417  0.0719
Si  6.241  8.6898  15.4249  0.022  -0.0087  0.0338
Si  5.1109  -1.1543  12.9655  0.007  -0.0521  0.073
O  6.4098  5.0718  17.6663  0.0194  0.0001  0.0075
O  -0.519  -4.6226  11.3715  -0.0017  -0.008  -0.059
O  6.7019  5.0003  15.0251  -0.0035  -0.0378  0.0001
O  2.2139  10.0381  20.0395  0.0045  0.0032  0.0011
O  -0.1984  5.0089  8.7028  0.0021  0.0346  0.0174
O  1.0163  3.8335  21.4317  0.0092  0.0084  0.0103
O  1.4942  6.6856  9.6539  -0.0179  0.038  -0.0273
O  -5.5783  0.2698  13.6882  0.0232  -0.0478  -0.0121
O  14.1854  6.4821  13.1378  0.0094  0.0194  -0.0028
O  8.5309  11.3146  16.8618  0.0111  0.0031  0.0044
O  5.3651  9.7601  16.2657  0.0255  -0.0355  -0.0095
O  -1.4471  1.1447  14.4424  0.0137  0  -0.0067
O  2.3492  4.0185  12.4861  0.0092  -0.003  -0.0214
O  5.9799  8.6822  13.8064  -0.0246  0.0096  -0.0214
O  2.7181  4.5441  15.0106  0.0021  0.0005  -0.0051
O  6.3769  3.0046  11.4037  -0.0714  0.0355  -0.0547
O  3.2705  1.79  13.6097  0.0452  -0.0098  -0.0137
O  14.8948  4.1379  17.3297  -0.0092  -0.002  -0.0071
O  -3.0808  13.6305  15.8548  0.0041  0.0046  0.0109
O  0.7403  5.7388  13.629  -0.0151  0.0139  0.0046
O  7.7902  9.0987  15.588  -0.0117  0.0023  0.0244
O  0.314  2.4868  19.2519  0.0031  -0.0002  -0.001
O  4.575  5.6994  19.4296  -0.0068  0.0004  0.0059
O  7.8377  5.1629  11.2307  0.1081  0.0508  0.0165
O  10.8761  6.6362  17.1566  0.009  0.0022  0.0101
O  2.7532  5.5557  22.3762  0.0019  0.001  -0.0071
O  9.028  6.6994  19.1509  0.0043  0.0005  0
O  1.277  8.0352  12.3154  0.0076  0.0187  0.0053
O  -5.4064  0.667  18.2666  0.006  -0.0036  -0.011
O  7.7681  0.2181  10.746  -0.0682  -0.091  -0.0417
O  11.3229  -0.6639  13.9619  0.0123  0.0123  0.0121
O  4.3  3.4208  9.8221  0.1457  -0.0581  -0.0128
O  4.0489  8.3123  19.116  0.0091  0.003  0.0061
O  8.4471  6.2221  16.5905  0.0013  -0.0085  0.0076
O  1.358  3.9112  17.2378  0.0143  0.0013  0.0101
O  -0.8148  7.8817  13.786  0.0091  -0.0136  -0.0014
O  5.6233  2.7813  14.3369  0.0328  -0.0059  0.0068
O  2.5334  6.3266  16.9055  0.0042  -0.0073  0.0101
O  9.8228  4.4241  18.1292  0.0034  -0.0021  0.0107
O  4.2732  1.1976  15.9723  -0.0068  0.0119  -0.0266
O  3.417  8.0149  10.8832  0.0002  0.0083  -0.0651
O  3.5657  -1.7  13.1142  0.0228  0.005  0.0019
O  8.5385  10.8627  22.2754  0.0033  0.0041  -0.0035
O  -2.9027  3.5087  13.3843  0.0195  0.0178  -0.0317
O  9.9567  2.0359  21.5452  -0.0086  -0.0071  0.0112
O  8.56  8.5915  20.8959  0.0022  -0.0019  0.0026
O  -5.0267  1.1982  20.9252  0.0008  -0.0102  0.0087
O  5.51  -0.9617  11.3928  0.0667  0.0079  -0.0686
O  1.3169  8.155  15.4138  -0.0023  0.0068  0.0005
O  2.4361  1.8605  11.0616  0.006  -0.0233  -0.0629
O  6.5158  7.5453  19.5468  0.0119  -0.0008  0.0022
O  1.5461  -2.506  18.1229  -0.0163  -0.0191  -0.007
O  1.4735  12.163  21.3639  -0.0003  0.001  0.0017
O  8.9881  2.693  11.1306  -0.0857  -0.0324  0.0151
O  3.2389  -0.5711  17.628  -0.0006  0.0117  0.0055
O  8.3315  -1.8554  18.247  0.0069  0.0073  0.0024
O  10.1848  -1.5873  16.2113  0.0103  -0.0074  0.0045
O  -0.5647  2.2426  16.7252  -0.0067  -0.01  0.0044
O  0.7466  1.9269  13.1634  -0.0258  -0.01  0.0414
O  6.2744  -1.3101  21.6331  -0.0034  -0.0041  -0.0041
O  15.5495  7.2714  21.4919  -0.0046  -0.004  0.0098
O  5.8927  0.287  23.5637  0.0111  -0.0061  0.0073
O  -4.9566  7.23  16.0947  -0.002  0.0126  0.028
O  3.5393  1.4734  19.7941  -0.0028  -0.0005  0.003
O  3.8195  -0.0788  21.937  0.0024  -0.0035  0.0021
O  10.0588  0.3839  11.857  0.0021  0.0192  -0.0555
H  8.6046  5.7264  11.4473  0.0054  -0.021  -0.0336

Results
free energy: -135756.931 eV
free energy less fixed offsets of H -15.97, O -568.88, Si -635.61 eV per atom: -5.631 eV

The program warned: the cutoff lies below the one the program advises for these potential files; the forces do not sum to zero within the program's tolerance; the exchange-correlation potential is rough where the density is thin.
